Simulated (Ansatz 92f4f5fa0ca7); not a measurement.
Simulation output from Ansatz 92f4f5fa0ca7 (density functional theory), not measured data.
Periodic cell of 221 atoms, Si132O88H1, from a study of silicon, its oxide and their interface. The atomic structure is a simulated model.
Doubt: the cutoff is far below the 930 eV that the study's wrapper takes by default for these files, so forces and energies are approximate.
This geometry differs little from another in the collection (a relaxation step or a small displacement).

Settings
functional: PBE
potential files: Ansatz PAW
basis: plane waves
wave-function cutoff: 580 eV
density cutoff ratio: 5
exchange-correlation grid ratio: 1
k mesh: 1 x 1 x 1, Gamma-centred
self-consistency stop: 5e-08 eV per atom in the density residual
occupations: fixed
spin: none
net charge: +1 e, with a uniform compensating background and no finite-size correction

Cell vectors (angstrom)
a	10.938	0	0
b	0	10.938	0
c	0	0	32.5492

Atoms and the computed forces on them: element, x, y, z (angstrom), force x, y, z (eV/angstrom)
Si	-0.2706	0.2937	25.1554	0.0166	-0.0223	0.0355
Si	5.6604	-0.2912	25.1403	-0.0193	0.0281	0.0471
Si	2.3546	2.9971	25.0737	0.0276	-0.0211	0.0345
Si	8.459	2.5123	25.1199	-0.0272	0.0197	0.0422
Si	0.1255	5.2325	24.9405	-0.0198	0.0293	0.0456
Si	5.2121	5.7904	25.0869	0.0157	-0.0236	0.0376
Si	2.9753	8.0015	25.0356	-0.0286	0.0207	0.0465
Si	7.8859	8.4366	25.0834	0.0231	-0.0179	0.0383
Si	1.2965	1.432	26.4727	0.0078	-0.0067	-0.0105
Si	6.8173	1.3626	26.3778	-0.0031	0.0009	-0.0128
Si	4.0385	4.1349	26.3219	0.0058	-0.0041	-0.0067
Si	9.5746	4.1161	26.4124	-0.0039	0.0031	-0.0167
Si	1.322	6.831	26.2794	0.0003	0.0019	-0.0101
Si	6.7772	6.8814	26.4527	0.0052	-0.0076	-0.0139
Si	4.079	9.5351	26.4546	-0.0027	0.0043	-0.0166
Si	9.5148	9.5819	26.3784	0.0077	-0.0043	-0.0072
Si	2.7122	0.023	27.7588	-0.0006	0.0022	0.0048
Si	8.1813	0.0128	27.7791	-0.0023	0.0011	0.0065
Si	-0.034	2.7797	27.8309	-0.0013	-0.0005	0.006
Si	5.435	2.7606	27.7143	-0.0009	0.001	0.0071
Si	2.6968	5.4948	27.7355	-0.0037	0.0028	0.0016
Si	8.1853	5.4873	27.7516	-0.0026	0.0004	0.0073
Si	-0.0118	8.2067	27.7105	-0.0002	0.0001	0.0099
Si	5.4454	8.2193	27.8354	-0.0002	0.0028	0.007
Si	4.1018	1.3673	29.131	0.0174	0.1172	-0.1798
Si	9.5708	1.3673	29.131	-0.1863	-0.0025	0.2733
Si	1.3673	4.1018	29.131	0.1023	0.2798	0.2502
Si	6.8362	4.1018	29.131	-0.127	-0.0135	-0.2482
Si	4.1018	6.8362	29.131	-0.2976	-0.1655	0.1985
Si	9.5708	6.8362	29.131	0.0498	0.0644	-0.2179
Si	1.3673	9.5708	29.131	-0.12	-0.0589	-0.2367
Si	6.8362	9.5708	29.131	0.0162	0.1591	0.3632
Si	0	0	30.4982	-0.0307	-0.0221	-0.0196
Si	5.469	0	30.4982	0.082	-0.0164	0.0048
Si	2.7345	2.7345	30.4982	0.0218	0.039	-0.0202
Si	8.2035	2.7345	30.4982	-0.0178	-0.1177	0.0043
Si	0	5.469	30.4982	0.0755	0.0019	-0.0059
Si	5.469	5.469	30.4982	-0.0658	-0.0468	-0.014
Si	2.7345	8.2035	30.4982	0.0183	-0.0696	-0.0006
Si	8.2035	8.2035	30.4982	0.019	0.0332	-0.0212
Si	1.3673	1.3673	31.8655	-0.001	0.0037	-0.02
Si	6.8362	1.3673	31.8655	-0.0286	0.068	-0.0049
Si	4.1018	4.1018	31.8655	0.0192	-0.0224	0.0013
Si	9.5708	4.1018	31.8655	0.0138	0.0633	-0.0374
Si	1.3673	6.8362	31.8655	-0.0899	0.0058	-0.0202
Si	6.8362	6.8362	31.8655	0.0102	0.024	-0.025
Si	4.1018	9.5708	31.8655	-0.042	0.0229	-0.0276
Si	9.5708	9.5708	31.8655	-0.0112	-0.0106	-0.0065
Si	2.7345	0	0.6835	0.0399	-0.0409	0.0287
Si	8.2035	0	0.6835	-0.0019	-0.0082	0.0101
Si	0	2.7345	0.6835	-0.0244	-0.0263	0.0125
Si	5.469	2.7345	0.6835	0.0217	-0.0374	0.0279
Si	2.7345	5.469	0.6835	0.0018	0.0467	0.002
Si	8.2035	5.469	0.6835	0.0044	-0.0434	0.0244
Si	0	8.2035	0.6835	0.0674	-0.0156	0.0196
Si	5.469	8.2035	0.6835	-0.003	-0.0059	0.0177
Si	4.1018	1.3673	2.0507	-0.0445	0.0791	0.0036
Si	9.5708	1.3673	2.0507	0.0609	0.0394	0.0043
Si	1.3673	4.1018	2.0507	-0.0246	0.0313	0.0155
Si	6.8362	4.1018	2.0507	-0.0126	0.0561	0.0232
Si	4.1018	6.8362	2.0507	-0.0236	-0.056	-0.0164
Si	9.5708	6.8362	2.0507	-0.0199	0.0222	0.0281
Si	1.3673	9.5708	2.0507	-0.0948	0.0083	0.0104
Si	6.8362	9.5708	2.0507	0.075	0.0087	-0.0092
Si	0	0	3.418	0.1807	0.0689	-0.328
Si	5.469	0	3.418	0.1305	0.0618	0.4524
Si	2.7345	2.7345	3.418	0.294	-0.2429	0.0223
Si	8.2035	2.7345	3.418	-0.0867	-0.1914	0.081
Si	0	5.469	3.418	0.006	-0.1863	-0.0956
Si	5.469	5.469	3.418	-0.2012	-0.0982	-0.2758
Si	2.7345	8.2035	3.418	0.2472	0.0787	0.058
Si	8.2035	8.2035	3.418	-0.1296	0.1889	-0.1882
Si	1.4348	1.2964	4.7772	0.007	-0.0108	-0.0037
Si	6.8626	1.3697	4.8609	-0.0039	-0.0052	-0.0088
Si	4.1705	4.0421	4.7948	0.0302	0.0008	0.0025
Si	9.5806	4.0711	4.7716	0.0252	-0.0116	0.003
Si	1.4052	6.7988	4.75	0.0146	-0.0062	0.0015
Si	6.7784	6.873	4.7356	-0.0097	-0.027	-0.0098
Si	4.1228	9.5633	4.8333	0.0087	-0.0132	-0.0153
Si	9.5591	9.6148	4.7456	0.0032	0.0031	-0.0276
Si	2.8212	-0.0172	6.2692	-0.0092	0.0134	0.016
Si	8.2668	0.0224	6.2408	-0.0051	0.0185	0.0004
Si	0.0438	2.6625	6.0837	-0.0202	0.0219	-0.0024
Si	5.5695	2.7571	6.3153	-0.0126	0.0152	0.0081
Si	2.7677	5.4088	6.1005	-0.0264	-0.0084	-0.01
Si	8.1561	5.4871	6.0038	-0.0166	0.0196	0.0288
Si	0.0479	8.2395	5.99	-0.0017	-0.0069	0.0216
Si	5.4675	8.1951	6.231	0.0021	0.0094	-0.0165
Si	3.9335	1.6378	7.622	0.01	-0.009	-0.0662
Si	10.0012	1.0851	7.5252	-0.0053	0.0036	-0.0201
Si	1.6159	3.79	7.371	-0.0131	0.0226	-0.0065
Si	6.7196	4.48	7.5736	0.0234	-0.0034	-0.0623
Si	4.2991	6.5282	7.4665	0.0128	-0.0131	0.1591
Si	9.3515	7.0911	7.1576	0.0142	-0.0202	-0.0778
Si	1.1957	9.6571	7.4514	0.0133	-0.0379	-0.0172
Si	7.1588	9.2955	7.4853	0.0023	-0.0145	0.0022
O	1.2661	4.1101	24.4833	0	-0.0021	-0.0211
O	6.7867	9.5697	24.5772	-0.0005	-0.0033	-0.026
O	2.7449	2.7316	7.9282	-0.0124	0.0042	0.0162
O	8.3059	8.161	7.8661	-0.0346	0.0315	0.0242
O	5.4915	5.5041	8.0017	-0.0656	0.0508	0.004
O	0.0906	-0.1515	7.9218	-0.0058	0.0187	0.0053
O	4.0983	6.8886	24.5329	0.0042	-0.0025	-0.0251
O	9.5565	1.3889	24.589	0.0021	-0.0006	-0.0278
O	1.6465	8.8478	8.8322	0.0233	-0.0142	0.0337
O	0.8824	4.2587	8.7658	-0.0135	0.0059	0.0077
O	9.781	1.7724	9.0365	-0.0084	-0.0211	0.0511
O	6.6344	9.8582	8.9609	0.0206	0.0141	0.0225
O	4.4775	1.251	9.1427	0.0027	-0.0138	0.051
O	3.4913	6.9416	8.8548	-0.0974	0.0382	-0.0416
O	7.5488	4.1864	9.0011	0.0136	0.0004	0.033
O	10.0397	6.2413	8.3592	0.0263	-0.0266	0.0456
O	2.8989	2.15	23.7634	0.0032	-0.0052	-0.0178
O	4.8361	0.2573	23.8226	-0.0037	0.0012	-0.0176
O	7.9104	3.3029	23.7771	-0.0029	0.0034	-0.016
O	10.2919	5.7743	23.5544	-0.0061	0.0074	-0.0226
O	8.4218	7.6859	23.714	0.0033	-0.0038	-0.0201
O	2.4244	8.7553	23.6633	-0.0059	0.0051	-0.0216
O	6.0412	5.2604	23.7564	0.003	-0.0009	-0.017
O	0.5228	10.637	23.8465	0.0054	-0.0031	-0.0183
Si	3.1742	9.2769	11.914	-0.132	-0.0129	-0.058
Si	8.2112	4.7853	10.3663	-0.0066	0.0073	-0.0093
Si	7.0567	4.7431	17.4959	-0.0077	0.026	-0.0333
Si	4.2846	1.6046	23.1152	0.0018	0.0042	0.0044
Si	12.353	3.3047	19.2409	0.0063	0.0152	-0.0224
Si	7.9941	-2.9712	14.5131	-0.108	0.027	-0.0054
Si	1.0774	9.3755	22.9957	0.002	-0.0018	0.0009
Si	4.0268	12.9145	20.1083	-0.0033	-0.0094	-0.0046
Si	-2.3626	2.9625	12.6428	-0.0085	0.0034	0.0177
Si	-3.9357	14.2004	20.1565	0.0033	0.0105	-0.005
Si	1.0695	-4.5954	18.532	0.0167	-0.0019	-0.0213
Si	0.8395	11.197	12.464	0.0467	-0.0854	0.0911
Si	10.2938	9.7872	14.8625	-0.0568	-0.0313	-0.0032
Si	-6.0308	3.1322	16.0463	-0.0038	0.0022	-0.0122
Si	7.1687	10.2595	10.4456	0.0408	-0.0263	0.0178
Si	0.643	17.6668	15.4971	-0.0071	0.0015	-0.0188
Si	-1.4013	4.1896	15.4282	-0.0002	0.0148	0.0073
Si	-0.002	5.4366	9.4158	0.0185	0.0085	0.0009
Si	4.9933	7.4565	13.4591	0.089	0.0342	0.0331
Si	6.554	3.8737	23.09	0.0018	-0.0051	0.0053
Si	7.438	7.6665	17.3857	-0.0088	0.039	-0.0694
Si	9.8042	1.0742	10.5121	-0.0109	-0.0376	-0.0102
Si	2.1588	11.6135	18.1943	0.009	-0.0013	-0.0236
Si	9.7581	1.8741	19.764	-0.0015	-0.0017	-0.0198
Si	4.6084	0.7908	10.6872	-0.0055	-0.029	0.0174
Si	2.9947	2.2216	13.0051	-0.0343	-0.014	-0.009
Si	2.2092	7.5521	9.6486	0.1208	-0.0181	0.0625
Si	5.8752	9.652	15.622	0.0325	-0.1098	-0.1149
Si	3.1545	5.0422	14.4138	0.0441	0.0386	-0.0083
Si	9.6906	7.1399	22.8595	-0.0035	-0.0117	-0.0059
Si	11.2696	10.2269	20.2473	0.004	-0.0111	-0.0081
Si	7.3049	-3.6012	11.7372	-0.045	0.0155	0.0729
Si	-1.4014	7.5692	19.7968	-0.0195	-0.0011	-0.0241
Si	3.5871	0.5552	15.7465	0.0381	-0.0412	-0.0078
Si	9.5993	12.3627	16.5685	-0.0083	-0.0073	-0.0243
Si	7.0496	1.5141	14.7641	-0.0281	-0.048	0.0108
O	4.3117	9.989	15.7613	-0.0468	0.0501	0.0191
O	10.2081	-0.0648	16.1144	0.0085	0.0161	0.0077
O	8.6474	-0.0563	10.4886	0.0011	-0.0131	0.026
O	0.1362	8.29	15.034	0.0145	-0.0079	0.0061
O	4.3491	-4.7616	14.1753	-0.0639	-0.0728	0.0346
O	2.8114	14.0529	20.1077	0.0025	0.0023	0.0055
O	1.8462	6.0147	14.5967	-0.0186	0.0002	0.0085
O	-1.7805	14.8375	13.8578	0.0019	-0.0053	-0.006
O	-2.8924	1.5459	16.0445	0.0224	0.0059	0.0125
O	-1.0862	4.7822	10.4511	0.0071	-0.0005	-0.0045
O	10.4551	-4.4647	19.0136	0.0051	-0.0086	0.0088
O	8.2964	7.3704	15.984	0.0259	-0.0194	0.054
O	-3.1867	1.7268	13.3286	0.0077	0.0073	-0.013
O	3.4176	12.1724	14.2761	-0.0056	0.0277	-0.0006
O	1.3518	9.9089	21.4739	-0.0019	0.0043	-0.0002
O	8.1726	7.1114	13.1609	0.0386	-0.0218	-0.054
O	8.2623	2.2199	20.3281	0	-0.0025	0.0069
O	10.2805	8.991	19.9246	0.0022	0.0056	0.008
O	4.0415	1.2479	21.5522	0	0.0014	-0.0012
O	-3.6677	8.908	11.3814	-0.0232	0.0654	-0.0486
O	6.8365	4.141	21.5095	0	-0.003	-0.0005
O	8.2659	7.8745	18.7564	0.0224	-0.0051	0.0379
O	12.1679	10.4989	18.9105	-0.0038	-0.0004	0.0078
O	6.5483	6.3137	17.5134	-0.003	-0.0273	0.0167
O	-2.7172	4.4968	16.372	0.0004	-0.0094	0.0079
O	9.654	2.2031	11.6896	0.0061	-0.0098	-0.0111
O	10.7258	10.736	13.6211	0.1322	0.0178	-0.1208
O	5.9247	2.7143	14.8216	0.0015	0.006	0.002
O	6.4586	10.9203	14.8249	0.0084	0.0697	0.0085
O	-0.5239	16.5134	15.4531	0.0053	-0.0054	0.0021
O	-2.2059	-1.5474	14.4529	0.0866	0.0303	0.0123
O	3.9983	1.889	11.7532	-0.0245	-0.0276	0.0065
O	-7.3624	11.7615	19.0164	-0.0004	0.002	0.008
O	2.7455	7.9342	11.1455	0.0001	0.1873	-0.0426
O	5.7885	6.9108	12.1821	0.0333	-0.0302	-0.0514
O	2.0284	-3.751	19.5407	-0.24	-0.2179	0.1263
O	6.2067	8.2707	14.5314	0.0008	0.0294	0.0337
O	9.1847	6.9776	21.2847	0	0.0034	0.0102
O	1.458	12.6966	12.7126	0.0514	-0.0287	0.0094
O	-0.0566	8.228	22.9068	0.0027	0.0033	0.0055
O	6.5516	9.0321	16.975	0.0272	-0.0152	0.0826
O	-3.4318	4.2945	18.9818	0.0028	-0.0132	0.0208
O	2.2726	0.2044	16.6223	-0.0164	0.0038	0.0182
O	-0.0522	3.0745	19.964	-0.0023	-0.0006	0.0096
O	1.4482	4.7636	18.5423	-0.008	0.0022	0.0138
O	3.8684	10.2809	10.8571	-0.0693	-0.0496	0.1063
O	5.3916	2.7689	23.2773	0	-0.0006	0.0001
O	3.672	4.1485	15.6844	-0.002	-0.0129	0.0069
O	5.5468	13.4917	19.8034	0.0019	-0.0006	0.004
O	-3.2572	3.9214	11.6615	0.0013	-0.0079	0.0038
O	4.1141	8.7631	13.1693	-0.0841	0.032	-0.0587
O	6.1659	0.459	11.0642	-0.015	0.0036	-0.0147
O	9.5862	1.4721	18.1795	0.0043	0.0004	0.0266
O	-0.6418	13.7557	15.977	0.0018	-0.0007	0.0008
O	4.4107	1.6815	16.6066	-0.0021	0.001	0.0048
O	1.4748	13.0885	18.0794	-0.0003	-0.0021	0.0072
O	5.7327	-7.0597	17.1913	0.0083	0.0003	0.0129
O	1.0389	6.4981	10.0673	0.0379	0.0083	-0.0085
O	1.2197	6.9189	17.0022	-0.0006	-0.0106	0.0232
O	1.9648	10.0411	12.6502	0.0843	0.012	-0.1431
O	7.7788	6.3651	10.5627	0.0057	-0.0185	-0.0155
O	11.1617	0.2591	10.9587	-0.0288	0.035	-0.0151
O	10.3251	11.517	20.5731	-0.0016	-0.001	0.0052
O	2.9986	3.8616	13.2654	-0.0011	-0.0425	-0.0129
H	2.7054	-3.1693	19.1875	0.239	0.2053	-0.1198

Results
free energy: -133981.940 eV
free energy less fixed offsets of H -15.97, O -568.88, Si -635.61 eV per atom: -4.010 eV

The program warned: the cutoff lies below the one the program advises for these potential files; the forces do not sum to zero within the program's tolerance; the exchange-correlation potential is rough where the density is thin.
